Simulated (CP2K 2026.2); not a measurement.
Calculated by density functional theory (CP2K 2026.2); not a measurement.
Periodic cell of 504 atoms, Si360O144, from a study of silicon, its oxide and their interface. The atomic structure is a simulated model.
Doubt: the forces sum to 2.11 eV/angstrom along one axis rather than to zero, so they err by at least 0.0042 eV/angstrom per atom on average; the grid cutoff is modest.

Settings: functional PBE; method Gaussian and plane waves; basis set DZVP-MOLOPT-SR-GTH; pseudopotentials GTH-PBE; grid cutoff 300 Ry, relative cutoff 40 Ry; k points Gamma only; occupations fixed; spin none; net charge 0.

Cell vectors (angstrom)
a 16.32 0 0
b 0 16.32 0
c -0.7067 -0.768 33.4943

Atoms and the computed forces on them: element, x, y, z (angstrom), force x, y, z (eV/angstrom)
Si 1.088 -0.989 -0.231 0.155 -0.252 0.738
Si 3.943 1.566 0.104 0.157 -0.163 0.741
Si 1.721 3.838 -0.03 -0.316 0.186 0.71
Si 3.858 7.011 0.172 0.125 -0.209 0.737
Si 1.74 -7.016 0.214 -0.255 0.072 0.694
Si 4.338 -4.584 0.122 -0.108 0.305 0.786
Si 6.882 -1.701 0.145 -0.018 0.258 0.641
Si 9.221 1.767 0.2 0.178 -0.235 0.764
Si 6.942 3.954 0.212 -0.196 0.21 0.719
Si 9.829 6.669 0.237 -0.142 0.017 0.725
Si 6.533 9.519 0.087 0.31 -0.077 0.683
Si -7.138 -3.834 0.028 0.097 -0.234 0.758
Si -4.025 -1.735 -0.126 0.016 0.292 0.679
Si -1.154 1.267 -0.112 -0.229 0.094 0.762
Si -4.295 4.458 0.164 0.07 -0.143 0.732
Si -1.551 7.101 0.195 0.11 -0.147 0.726
Si -3.797 -7.021 0.051 -0.236 0.178 0.699
Si -1.669 -3.872 -0.201 0.213 -0.134 0.71
Si 2.695 -0.036 1.256 -0.001 0.011 -0.047
Si 5.422 2.734 1.49 0.015 0.013 -0.039
Si 2.717 5.407 1.412 -0.004 -0.011 -0.049
Si 5.394 8.122 1.534 -0.031 -0.009 -0.061
Si 2.824 -5.536 1.614 0.03 -0.006 -0.04
Si 5.38 -2.894 1.413 -0.028 -0.02 -0.027
Si 8.088 0.007 1.328 -0.021 -0.026 -0.061
Si -5.425 2.815 1.422 -0.004 0.022 -0.066
Si 8.166 5.519 1.44 0.01 0.007 -0.046
Si -5.317 8.202 1.493 0.005 0.006 -0.056
Si 8.135 10.791 1.298 -0.015 -0.009 -0.069
Si -5.501 -2.775 1.361 -0.01 0.004 -0.051
Si -2.809 0.001 1.065 0.022 -0.036 -0.033
Si 0.026 2.766 1.258 0.01 -0.023 -0.038
Si -2.717 5.541 1.494 -0.011 0.003 -0.063
Si 0.041 8.235 1.419 0.016 -0.004 -0.038
Si -2.705 -5.385 1.305 0.019 0.013 -0.044
Si -0.004 -2.702 1.05 -0.005 0.006 -0.058
Si 1.369 1.371 2.65 -0.009 0.004 0.03
Si 4.084 4.113 2.811 0.009 0.005 0.029
Si 1.334 6.773 2.752 0.017 0.018 0.027
Si 4.12 9.452 2.97 0.014 -0.011 0.045
Si 1.329 -4.02 2.601 -0.043 0.021 -0.008
Si 4.024 -1.416 2.652 0.023 0.037 0.001
Si 6.772 1.316 2.775 -0.01 0.017 0.023
Si 9.512 4.128 2.8 -0.014 0.013 0.059
Si 6.813 6.811 2.822 0.01 -0.023 0.025
Si 9.532 9.541 2.722 0.003 -0.016 0.015
Si 6.795 12.122 2.758 0.016 -0.031 0.025
Si -6.819 -1.329 2.686 -0.008 -0.023 -0.006
Si -4.062 1.328 2.609 0.011 -0.001 -0.012
Si -1.331 4.081 2.685 0.01 -0.006 0.011
Si -4.026 6.861 2.896 -0.025 -0.012 0.039
Si -1.333 -6.702 2.726 -0.02 -0.005 0.018
Si -4.118 -4.115 2.702 0.01 0.002 0.019
Si -1.395 -1.355 2.494 0.019 0.023 0.023
Si -0.04 -0.013 3.955 -0.005 -0.01 -0.03
Si 2.704 2.704 4.083 -0.021 -0.01 -0.005
Si -0.014 5.422 4.105 -0.011 0.011 -0.007
Si 2.686 8.089 4.18 0.007 0.002 0.003
Si 0.018 -5.356 4.057 0.023 -0.01 0.018
Si 2.669 -2.716 4.04 0.006 -0.033 0.011
Si 5.385 -0.058 4.06 -0.003 0.002 0.018
Si 8.154 2.707 4.105 -0.005 0.006 -0.011
Si 5.454 5.445 4.163 -0.017 -0.004 0.001
Si 8.189 8.188 4.123 -0.009 0.027 -0.019
Si 5.481 10.856 4.22 0.01 -0.007 0.02
Si 8.155 -2.738 4.044 -0.008 -0.007 -0.038
Si -5.427 0.011 4.028 -0.015 0.01 0.006
Si -2.706 2.686 4.003 -0.015 0.011 0.018
Si -5.435 5.464 4.161 -0.002 0.02 -0.001
Si -2.651 8.243 4.148 -0.001 -0.002 0.012
Si -5.446 -5.44 4.105 0.019 -0.009 0.01
Si -2.717 -2.695 3.969 0.018 0.005 -0.016
Si 1.399 -1.351 16.313 0.003 0.013 -0.012
Si 4.103 1.355 16.311 0.006 0.014 -0.011
Si 1.377 4.111 16.318 0.02 0.004 -0.012
Si 4.075 6.794 16.356 -0.007 -0.001 -0.006
Si 1.362 -6.777 16.332 -0.001 0.007 -0.013
Si 4.06 -4.08 16.33 -0.02 -0.004 -0.01
Si 6.79 -1.356 16.288 -0.006 -0.001 -0.003
Si -6.814 1.359 16.297 0.005 -0.015 -0.008
Si 6.797 4.053 16.354 0.003 -0.017 0
Si -6.817 6.776 16.344 0.003 -0.01 -0.002
Si 6.799 9.508 16.341 -0.012 0.009 -0.004
Si -6.799 -4.095 16.314 0.006 -0.016 0
Si -4.094 -1.372 16.301 0.001 -0.003 -0.009
Si -1.352 1.373 16.317 -0.009 0.018 -0.007
Si -4.093 4.098 16.297 0.011 0.01 -0.014
Si -1.356 6.832 16.331 0.002 0.005 -0.006
Si -4.06 9.525 16.304 -0.007 0.001 -0.02
Si -1.366 -4.12 16.287 0 -0.003 -0.015
Si 2.769 0.011 17.693 -0.012 -0.01 -0.002
Si 5.454 2.666 17.718 -0.013 -0.012 0.024
Si 2.702 5.457 17.733 -0.013 -0.016 0.022
Si 5.438 8.155 17.714 -0.009 0.007 -0.001
Si 2.719 -5.44 17.722 0.002 0.02 0.024
Si 5.408 -2.682 17.648 0.016 -0.001 0.002
Si 8.168 -0.028 17.644 0.014 0.02 0.011
Si -5.487 2.761 17.638 0.002 -0.001 -0.003
Si 8.146 5.405 17.732 0.01 -0.004 0
Si -5.435 8.175 17.634 0.018 0.001 -0.001
Si 8.161 10.878 17.688 0.002 -0.007 0.014
Si -5.417 -2.764 17.674 0.001 0.007 -0.01
Si -2.762 0.025 17.636 0.009 0.005 0.013
Si 0.047 2.727 17.659 -0.019 0 -0.005
Si -2.716 5.438 17.65 -0.02 0.005 0.003
Si -0.021 -8.091 17.7 -0.01 0.004 -0.02
Si -2.703 -5.464 17.701 0.013 -0.007 0.009
Si 0.018 -2.757 17.581 0.001 -0.014 -0.015
Si 1.422 1.388 19.032 -0.001 0.022 -0.02
Si 4.068 4.036 19.053 0.02 -0.019 -0.019
Si 1.329 6.897 19.054 0.028 -0.011 -0.024
Si 4.098 -6.798 19.094 -0.016 0.004 -0.015
Si 1.327 -4.051 19.039 -0.015 -0.011 -0.03
Si 4.117 -1.335 19.091 0.006 0.001 0.003
Si 6.829 1.26 19.074 -0.024 0.019 -0.027
Si -6.834 4.022 19.111 0.002 -0.015 -0.006
Si 6.785 6.78 19.074 -0.004 -0.01 -0.003
Si -6.763 9.518 19.029 0.003 0.018 -0.042
Si 6.756 -4.042 18.974 0.006 0.01 -0.027
Si 9.523 -1.403 18.984 -0.002 -0.006 -0.014
Si -4.143 1.42 18.975 0.008 0.001 -0.028
Si -1.323 4.086 18.984 0.009 0.012 -0.034
Si -4.09 6.807 18.977 0.005 0.008 -0.035
Si -1.357 -6.765 19.144 0.011 -0.008 0.001
Si -4.053 -4.112 19.059 -0.02 0.012 -0.014
Si -1.355 -1.394 18.863 -0.009 -0.001 -0.055
Si 0.019 -0.064 20.185 -0.001 -0.011 0.057
Si 2.764 2.669 20.499 0.015 -0.022 0.057
Si -0.043 5.515 20.358 -0.031 -0.02 0.048
Si 2.691 8.212 20.48 0 -0.002 0.045
Si -0.032 -5.328 20.511 0.007 0.022 0.083
Si 2.692 -2.666 20.381 -0.022 -0.011 0.038
Si 5.559 -0.129 20.533 0.029 -0.014 0.034
Si 8.137 2.612 20.495 -0.001 -0.01 0.058
Si 5.422 5.405 20.416 0.008 -0.024 0.061
Si 8.198 8.128 20.375 0.01 -0.005 0.042
Si 5.46 -5.365 20.398 -0.033 0.01 0.034
Si 8.143 -2.749 20.337 0.009 0.03 0.051
Si -5.516 0.036 20.302 -0.017 0.015 0.03
Si -2.706 2.731 20.302 -0.013 0 0.009
Si -5.452 5.464 20.349 0.008 -0.003 0.047
Si -2.742 -8.208 20.409 -0.007 -0.013 0.063
Si -5.401 -5.454 20.446 -0.005 -0.017 0.031
Si -2.676 -2.681 20.303 -0.005 -0.002 0.06
Si 1.164 -1.449 21.689 0.144 0.106 -0.713
Si 4.454 1.507 21.772 -0.229 -0.076 -0.736
Si 1.55 4.375 21.597 -0.042 -0.183 -0.738
Si 3.825 6.547 21.703 0.086 0.169 -0.725
Si 1.617 -6.426 21.776 -0.211 -0.215 -0.77
Si 3.85 -4.197 21.694 0.256 0.141 -0.741
Si 7.071 -1.42 21.964 -0.298 -0.064 -0.61
Si -7.097 0.945 21.811 0.016 0.174 -0.748
Si 6.553 3.823 21.749 0.175 0.09 -0.766
Si -6.61 6.96 21.761 -0.185 -0.211 -0.674
Si 7.12 -6.524 21.58 -0.111 -0.039 -0.709
Si 9.292 -4.274 21.646 0.235 0.103 -0.725
Si -3.87 -1.078 21.48 -0.107 -0.128 -0.73
Si -1.569 1.037 21.433 0.005 0.174 -0.676
Si -3.856 4.304 21.578 -0.07 -0.059 -0.692
Si -1.665 6.529 21.778 0.238 0.107 -0.734
Si -4.342 -7.122 21.716 0.171 0.195 -0.693
Si -1.124 -3.616 21.787 -0.073 -0.267 -0.725
Si 7.399 6.88 -7.107 0.017 -0.028 -0.109
Si -7.608 0.918 -2.45 0.083 -0.04 -0.015
Si 2.918 -7.257 -4.3 -0.067 0.007 0.096
Si 2.838 0.498 -6.676 -0.099 0.037 -0.039
Si -5.368 -2.237 -5.606 -0.02 0.052 -0.037
Si 2.521 -5.359 -2.08 0.069 -0.072 0.139
Si -1.431 -4.016 24.761 -0.079 0.015 -0.133
Si 8.111 3.398 -4.345 -0.086 0.072 0.089
Si -7.896 5.066 23.968 -0.026 0.051 -0.185
Si 1.817 -1.206 -3.299 0.009 0.088 0.112
Si -3.871 1.464 -4.067 -0.022 0.044 -0.031
Si 3.033 -4.911 -6.358 -0.03 0.111 0.133
Si -0.919 1.364 24.299 -0.046 0.05 0.007
Si -5.997 -0.525 25.906 0.005 -0.008 -0.032
Si -0.431 -1.225 25.917 -0.027 0.061 -0.019
Si -8.02 -8.001 -2.032 -0.078 -0.06 0.079
Si -5.376 7.397 26.095 0.063 -0.011 -0.059
Si -0.71 7.128 24.726 -0.113 0.053 -0.168
Si -2.396 3.324 -2.163 0.087 -0.006 0.225
Si 6.205 -6.625 24.366 -0.188 0.03 0.019
Si -1.324 -5.308 -3.043 0.019 0.089 0.138
Si -4.021 -6.922 24.677 0.039 -0.01 -0.128
Si -4.217 6.92 -3.579 -0.019 0.027 -0.039
Si 5.698 -3.062 -6.458 -0.041 -0.018 -0.147
Si 4.395 7.34 24.681 -0.095 0.094 0.02
Si -5.65 -2.382 23.765 -0.126 -0.06 -0.205
Si 0.627 -6.464 24.749 -0.01 0.011 -0.194
Si 2.398 4.253 -2.867 0.065 0.044 0.106
Si 5.793 0.079 -1.934 -0.103 -0.055 0.08
Si -4.211 -6.311 -3 0.089 -0.166 0.208
Si 5.931 5.175 -4.867 -0.059 -0.022 -0.018
Si -1.457 1.252 -5.652 0.122 0.013 -0.08
Si -7.018 6.166 -3.791 0.052 0.017 0.008
Si 2.625 0.438 23.834 -0.041 -0.143 -0.093
Si 3.166 6.223 -5.007 0.084 -0.099 0.014
Si 0.92 -3.805 -4.324 0.011 -0.055 -0.082
Si -5.213 5.731 -6.055 -0.04 -0.035 0.077
Si 1.833 5.725 25.574 0.23 0.026 -0.08
Si -0.241 -7.841 -4.143 -0.036 -0.084 0.075
Si -3.671 1.319 25.531 -0.028 -0.011 -0.006
Si -7.497 -6.814 -6.875 -0.046 -0.021 -0.147
Si 5.155 5.226 -2.05 -0.069 -0.034 0.155
Si -4.281 -4.28 25.857 -0.031 -0.071 -0.038
Si -5.377 -0.879 -2.874 -0.043 -0.031 0.018
Si 5.613 -3.452 24.053 0.168 0.115 -0.128
Si 4.558 -0.922 -4.547 -0.166 -0.028 0.101
Si -7.838 -4.149 -5.36 -0.093 0.099 -0.003
Si -6.857 -5.122 -2.794 -0.069 0.038 0.109
Si 1.163 3.201 24.274 -0.009 0.116 0.166
Si -5.956 2.727 -6.126 0.032 -0.001 0.031
Si 1.303 1.731 -4.501 0.064 -0.006 -0.043
Si -1.424 6.099 -2.595 0.003 0.006 -0.081
Si -1.885 -7.629 -6.841 -0.014 -0.024 -0.007
Si -5.645 2.864 23.8 -0.058 -0.024 -0.185
Si 1.317 -1.343 5.383 -0.01 0.023 -0.002
Si 4.059 1.331 5.431 0.012 0.013 0.008
Si 1.353 4.061 5.451 0.015 0.001 0.005
Si 4.077 6.772 5.523 0.007 0.005 0.015
Si 1.34 9.547 5.44 -0.007 -0.004 0.002
Si 4.048 12.258 5.44 -0.007 -0.005 0
Si 6.78 -1.392 5.413 0.004 0.005 0.007
Si 9.541 1.352 5.426 -0.002 -0.007 0.012
Si 6.802 4.056 5.482 0.021 0.004 0.014
Si -6.797 6.819 5.495 -0.004 -0.015 0.016
Si 6.845 9.507 5.533 -0.001 -0.004 0.023
Si -6.798 12.258 5.44 -0.02 -0.013 0.007
Si -4.064 -1.355 5.378 -0.002 -0.009 0.005
Si -1.36 1.337 5.38 0.011 0.001 0
Si -4.053 4.048 5.42 0.013 0 0.001
Si -1.339 6.813 5.469 0.001 0.006 0.016
Si -4.074 -6.773 5.477 -0.011 0 0.017
Si -1.374 -4.029 5.401 -0.017 0.012 -0.001
Si 2.685 -0.011 6.78 -0.008 0.001 -0.003
Si 5.425 2.688 6.806 -0.003 -0.002 -0.002
Si 2.71 5.403 6.84 0.002 -0.002 0.003
Si 5.446 8.151 6.85 0.011 -0.001 0.003
Si 2.712 10.886 6.806 0.01 0 -0.001
Si 5.421 -2.718 6.803 -0.007 -0.006 -0.005
Si 8.157 -0.017 6.765 0.006 0 -0.001
Si -5.424 2.71 6.794 0 -0.002 -0.004
Si -8.162 5.436 6.828 -0.004 0.007 0.002
Si -5.425 8.173 6.836 0.004 0.006 -0.001
Si -8.128 10.9 6.842 -0.001 -0.009 0.003
Si -5.423 -2.7 6.773 0.007 0.004 -0.002
Si -2.719 -0.002 6.764 -0.001 0.001 -0.006
Si -0.018 2.695 6.779 -0.002 0.002 0.002
Si -2.715 5.429 6.794 0 0.004 -0.006
Si 0.006 8.179 6.822 0.002 -0.006 -0.001
Si -2.713 -5.394 6.799 -0.003 -0.007 -0.002
Si -0.013 -2.696 6.779 -0.006 0.002 0.001
Si 1.345 1.354 8.153 0.004 0.003 -0.002
Si 4.078 4.049 8.182 -0.012 0 0.005
Si 1.363 6.802 8.174 0.017 0.014 -0.004
Si 4.077 9.529 8.173 0.006 -0.002 0
Si 1.345 -4.065 8.148 0 -0.006 -0.009
Si 4.06 -1.355 8.152 0.003 0.001 -0.008
Si 6.805 1.338 8.149 -0.003 0.005 -0.001
Si -6.785 4.072 8.16 0.004 0.006 0
Si 6.801 6.786 8.196 -0.009 -0.003 0
Si -6.782 9.531 8.195 0.001 0.012 0.003
Si 6.79 -4.075 8.167 0.007 -0.01 -0.002
Si -6.796 -1.359 8.14 0.002 -0.007 -0.005
Si -4.069 1.35 8.148 0.002 0.002 -0.002
Si -1.358 4.068 8.152 0.001 -0.006 -0.008
Si -4.071 6.788 8.167 -0.017 -0.008 0.002
Si -1.368 -6.78 8.161 -0.007 -0.004 -0.007
Si -4.08 -4.054 8.16 0.006 0.001 -0.002
Si -1.366 -1.347 8.149 -0.003 0.003 0.001
Si -0.009 0.003 9.52 -0.001 0.006 -0.005
Si 2.706 2.703 9.528 0.004 -0.007 0.001
Si -0.002 5.433 9.517 -0.006 0 -0.006
Si 2.724 8.16 9.529 0.008 -0.005 0.004
Si -0.001 -5.428 9.519 0.003 0.001 -0.002
Si 2.712 -2.719 9.517 0.003 -0.004 -0.001
Si 5.432 -0.005 9.512 -0.005 0 0
Si -8.157 2.709 9.508 0.003 0.004 -0.002
Si 5.433 5.425 9.536 0.01 0.003 -0.001
Si -8.156 8.161 9.537 0 0 -0.005
Si 5.441 -5.44 9.532 -0.005 0 0.004
Si -8.157 -2.716 9.511 -0.006 -0.001 -0.003
Si -5.437 -0.001 9.508 0.002 0.007 -0.003
Si -2.718 2.714 9.518 -0.008 0.002 -0.002
Si -5.437 5.434 9.528 0 -0.001 0.002
Si -2.718 -8.157 9.519 0.001 0.002 -0.002
Si -5.425 -5.423 9.534 0.004 -0.009 -0.001
Si -2.719 -2.704 9.519 -0.006 0 -0.004
Si 1.355 -1.356 10.877 -0.007 0.008 -0.002
Si 4.076 1.352 10.88 -0.003 0.011 0.004
Si 1.358 4.08 10.886 0.01 0.005 0
Si 4.08 6.798 10.891 -0.002 0 0.003
Si 1.362 9.527 10.877 0.001 -0.005 -0.005
Si 4.075 -4.08 10.88 0.008 -0.006 0.002
Si 6.798 -1.363 10.87 0.005 0 -0.004
Si -6.795 1.357 10.872 0.002 -0.006 -0.001
Si -9.515 4.069 10.877 -0.009 0.002 0
Si -6.798 6.796 10.888 -0.001 -0.002 0.001
Si -9.523 9.515 10.895 0.004 -0.003 0.003
Si -6.806 -4.078 10.884 0.003 -0.003 0
Si -4.08 -1.353 10.88 0.003 -0.005 -0.003
Si -1.359 1.364 10.888 0.003 0 0.001
Si -4.077 4.073 10.882 0.002 0 0.003
Si -1.359 6.797 10.875 0.003 0.001 -0.006
Si -4.074 -6.797 10.883 -0.011 0.004 0.002
Si -1.362 -4.07 10.876 -0.011 0.002 -0.003
Si 2.715 -0.001 12.242 0.006 -0.011 0.004
Si 5.436 2.72 12.233 0.009 0.002 0.002
Si 2.72 5.44 12.249 0 0.003 0.006
Si 5.438 8.153 12.258 -0.004 -0.007 0.005
Si 2.723 10.878 12.245 -0.004 0 0.005
Si 5.446 -2.727 12.234 0 0.005 0.002
Si 8.158 -0.001 12.226 -0.006 0.007 0
Si -5.44 2.715 12.241 -0.002 0.005 0
Si -8.166 5.435 12.243 0.003 -0.002 0
Si -5.44 8.164 12.239 0.003 0.001 -0.003
Si -8.16 10.873 12.25 -0.001 -0.002 0.006
Si -5.444 -2.716 12.233 0.002 0.004 -0.001
Si -2.717 0 12.246 -0.01 0.007 0
Si 0 2.727 12.251 -0.004 0.002 0.002
Si -2.721 5.441 12.239 -0.005 0.003 -0.003
Si 0.008 8.155 12.227 -0.005 0 -0.001
Si -2.714 -5.437 12.236 0.009 -0.008 0.001
Si -0.002 -2.714 12.236 0.006 -0.007 -0.005
Si 1.366 1.369 13.609 0.003 0.011 0.003
Si 4.088 4.082 13.605 0.003 -0.006 -0.002
Si 1.365 6.81 13.605 0.001 -0.001 0
Si 4.077 9.517 13.618 -0.004 0.001 0.009
Si 1.358 -4.075 13.59 -0.01 0.005 0.003
Si 4.085 -1.366 13.585 -0.001 0.004 0.003
Si 6.8 1.363 13.581 -0.01 0.005 -0.002
Si -6.804 4.077 13.597 -0.003 0.003 0.007
Si 6.792 6.785 13.618 0.006 -0.003 0.007
Si -6.802 9.507 13.612 0.008 -0.006 0.004
Si 6.794 -4.09 13.606 0.002 -0.003 0.003
Si 9.51 -1.362 13.59 0 0.001 0.001
Si -4.078 1.358 13.603 0.012 -0.013 0.001
Si -1.359 4.095 13.609 -0.007 0.011 0.003
Si -4.083 6.805 13.595 -0.005 0.005 0.003
Si -1.351 9.512 13.58 0.009 -0.003 0.004
Si -4.084 -4.079 13.587 -0.009 0.002 0
Si -1.353 -1.36 13.608 0.002 -0.003 -0.002
Si 0.012 0.004 14.967 -0.001 -0.002 -0.001
Si 2.734 2.73 14.969 -0.003 0 -0.002
Si 0.003 5.464 14.968 -0.004 -0.001 0.005
Si 2.719 8.158 14.986 -0.007 -0.004 0.003
Si 0.008 -5.454 14.935 -0.002 -0.004 -0.002
Si 2.727 -2.722 14.945 0.006 -0.005 0.003
Si 5.442 0.003 14.931 0.006 0 -0.003
Si 8.146 2.721 14.952 0.002 -0.004 -0.001
Si 5.437 5.427 14.994 -0.007 -0.002 0.005
Si 8.151 8.143 14.977 0 -0.004 0.003
Si 5.436 10.876 14.982 0.005 0.001 0.002
Si 8.16 -2.729 14.955 -0.002 0.01 0.003
Si -5.451 -0.006 14.947 -0.001 0.012 -0.005
Si -2.72 2.728 14.958 -0.006 0.001 -0.005
Si -5.453 5.452 14.949 0.008 0 -0.002
Si -2.712 8.163 14.944 0.004 0.004 -0.001
Si -5.433 -5.442 14.952 0.008 0.001 -0.004
Si -2.723 -2.729 14.951 -0.001 -0.011 0.001
O -6.565 1.332 -1.279 0.48 -0.24 -0.332
O -5.441 -0.795 -6.355 -0.066 0.179 0.252
O -5.453 5.519 -0.311 0.083 0.09 -0.176
O -6.943 -0.435 -3.048 -0.244 -0.451 -0.481
O -3.235 2.783 -3.417 -0.097 0.406 -0.479
O -2.671 -4.31 25.752 0.247 -0.121 0.605
O -8.152 -0.224 22.341 -0.243 -0.162 0.182
O 6.605 -2.347 23.295 -0.083 -0.042 0.114
O -5.991 -7.357 -6.991 -0.174 0.026 0.354
O 2.783 2.626 -0.346 0.084 -0.023 -0.533
O 1.519 0.32 -3.733 0.042 0.135 0.301
O -0.271 -0.011 24.85 0.594 -0.249 -0.336
O -1.881 -3.97 23.196 -0.284 -0.182 -0.02
O 4.877 -7.423 24.925 -0.241 0.239 0.371
O 7.509 -6.961 25.256 0.368 0.234 -0.202
O -0.102 -7.797 25.281 0.086 0 0.719
O 2.796 -5.357 22.139 0.07 -0.002 0.39
O 7.267 0.693 -1.79 0.136 -0.02 0.537
O -7.197 6.297 23.151 -0.001 -0.083 0.509
O -2.513 1.302 24.43 -0.202 0.001 -0.314
O -7.051 7.602 -0.964 0.117 0.322 0.03
O 8.068 -2.699 -0.374 0.215 -0.179 -0.328
O -6.311 1.555 23.109 0.305 -0.148 0.187
O 7.194 4.509 23.077 -0.035 0.25 0.243
O 0.714 3.955 22.922 -0.606 -0.04 -0.045
O -2.653 -8.126 -0.32 0.14 -0.041 -0.229
O -8.086 -5.435 22.121 -0.003 0.125 0.626
O -4.791 -3.143 24.864 0.265 0.321 -0.1
O -4.591 -1.674 22.797 0.318 -0.21 0.209
O 1.807 -0.676 22.979 -0.247 -0.246 0.297
O 4.448 7.095 23.092 0.198 0.113 -0.112
O -0.848 6.471 -1.131 0.338 -0.218 0.055
O -6.576 -4.374 -1.394 0.248 -0.234 -0.17
O -0.679 1.499 22.714 0.671 -0.056 -0.075
O 1.502 4.491 -1.525 -0.539 0.248 -0.12
O -4.983 -1.47 -1.423 -0.174 -0.228 -0.053
O 4.316 -3.472 23.082 -0.309 0.342 0.164
O -4.352 -6.478 -1.383 -0.018 -0.002 -0.108
O 4.056 0.652 23.115 0.277 -0.336 0.202
O -4.137 -3.136 -6.173 0.343 -0.09 0.705
O 0.804 -2.208 -4.077 -0.422 0.336 -0.46
O -5.626 6.381 -2.984 -0.093 0.075 0.55
O 1.444 -6.089 -1.101 -0.342 0.265 -0.3
O -0.054 0.142 -0.58 -0.16 -0.06 -0.17
O 8.115 2.906 -0.187 -0.006 0.011 -0.293
O -2.986 6.514 -2.641 -0.206 -0.043 0.509
O -7.866 2.077 -3.515 -0.137 -0.053 -0.3
O -4.622 3.592 22.807 -0.118 -0.202 0.085
O 0.445 6.031 24.83 0.097 -0.178 -0.083
O -3.414 -7.921 -6.39 0.013 -0.035 0.314
O 5.848 5.827 -3.379 0.36 0.439 0.104
O -5.516 8.124 22.106 -0.172 -0.032 0.401
O 6.935 5.918 -5.891 0.142 0.137 0.316
O 3.489 -4.35 -1.257 -0.121 0.598 -0.418
O -5.103 -1.97 -4.032 0.364 -0.524 0.237
O 1.697 -1.4 -1.691 0.002 -0.397 -0.014
O -3.679 -6.602 23.13 0.564 0.277 0.255
O -5.085 1.945 -5.012 0.135 -0.33 -0.097
O -0.602 6.947 -3.712 0.252 -0.155 -0.307
O 6.471 -7.228 22.892 0.189 -0.626 -0.02
O 0.057 -2.548 22.212 0.134 0.023 0.547
O -6.612 6.241 -5.371 -0.32 0.174 -0.429
O -2.172 2.394 -6.577 0.073 0.638 0.139
O -7.813 -4.204 -3.732 -0.294 0.619 0.376
O -0.186 2.639 25.004 -0.103 0.234 0.733
O 4.68 1.026 -1.25 -0.236 0.11 -0.304
O -0.842 0.025 -6.512 -0.431 -0.128 0.128
O -1.005 -7.427 -5.513 0.157 0.414 -0.002
O -1.175 7.209 23.178 -0.055 0.193 0.106
O -1.606 2.097 -1.452 0.136 0.089 -0.565
O 5.911 -1.316 -1.126 -0.289 -0.665 -0.024
O 6.914 -7.693 -1.244 -0.294 -0.127 -0.093
O -5.435 -5.392 -3.513 0.063 0.417 -0.757
O -4.266 -7.782 -3.679 -0.071 -0.018 -0.447
O 4.02 0.064 -5.69 0.281 -0.016 0.086
O -6.829 3.875 24.208 -0.258 0.006 0.118
O 1.72 -0.67 -6.868 -0.046 -0.472 -0.015
O -1.382 4.477 -2.708 0.269 0.017 -0.194
O 1.761 -4.122 -5.683 -0.388 0.01 -0.079
O 1.031 -6.846 23.23 -0.037 -0.514 0.241
O 2.748 8.116 -0.297 -0.184 -0.062 -0.227
O 3.706 7.656 -4.455 0.678 -0.142 0.037
O -4.434 -0.105 25.692 0.252 -0.602 -0.176
O -2.717 -0.016 21.954 -0.14 -0.18 0.386
O 3.978 4.183 -2.469 0.164 -0.509 -0.097
O -8.06 7.315 -3.312 -0.538 0.062 -0.473
O 2.131 4.18 25.135 0.311 -0.289 0.087
O -7.625 4.687 -3.538 -0.15 0.18 0.516
O 7.849 5.51 25.415 0.227 -0.201 0.126
O 2.79 0.033 25.382 0.563 0.103 0.267
O -5.668 5.805 26.075 0.049 -0.259 -0.492
O -6.575 -3.437 22.976 0.154 0.153 0.398
O 6.538 3.672 -4.659 -0.344 -0.723 0.001
O 6.277 4.464 -1.183 0.212 0.035 -0.628
O 3.326 -6.247 -5.494 0.175 -0.028 -0.113
O 5.456 2.712 22.26 -0.111 0.064 0.327
O 5.422 6.363 25.433 -0.082 -0.331 -0.184
O 1.904 2.903 -3.586 -0.131 -0.175 -0.061
O 3.301 -6.52 -2.906 0.62 -0.359 0.291
O -2.83 -2.77 -0.593 0.082 -0.033 -0.188
O 1.742 -4.424 -3.099 0.059 0.139 0.19
O -7.499 -6.568 -2.513 0.265 0.059 -0.126
O 3.325 -1.601 -3.749 0.148 -0.64 0.386
O -1.18 -4.57 -1.6 0.514 -0.226 -0.05
O 4.524 6.435 -1.195 0.229 0.354 -0.384
O -2.76 5.372 22.176 0.144 0.024 0.181
O 2.244 5.502 -3.888 -0.31 0.483 -0.18
O -4.748 2.417 25.064 -0.129 0.264 0.214
O 2.924 6.877 25.205 -0.276 -0.026 0.239
O -2.669 0.647 -4.778 -0.055 -0.586 0.276
O -6.763 -3.036 -5.845 -0.19 0.103 -0.684
O -7.441 -5.651 -5.781 0.401 -0.289 0.374
O 5.452 -0.106 -3.487 0.075 0.303 -0.325
O -0.564 -4.466 -4.221 -0.216 0.258 -0.368
O -2.713 -7.129 25.622 0.402 0.49 -0.191
O -6.522 -1.263 24.558 -0.279 -0.145 -0.093
O -4.464 0.443 -2.991 0.086 -0.058 0.664
O 2.686 5.443 22.115 0.068 0.101 0.508
O 2.067 1.736 -5.946 -0.095 0.603 -0.282
O -4.875 8.014 24.689 -0.172 -0.157 -0.597
O -2.884 -5.491 -3.405 -0.125 0.334 -0.509
O 4.414 5.257 -5.427 -0.134 -0.274 -0.266
O -7.461 3.146 -5.746 -0.411 -0.114 -0.596
O 1.338 -7.621 -4.358 0.113 0.118 -0.364
O -4.046 6.135 -4.995 0.46 -0.305 -0.261
O 5.506 -5.618 -0.373 0.317 0.156 -0.395
O 5.486 -2.003 -5.271 0.266 0.068 0.171
O -0.333 -5.181 24.855 -0.13 -0.115 -0.097
O -1.932 6.751 25.731 -0.036 -0.58 0.137
O 1.925 -6.129 25.639 0.244 0.052 -0.158
O -0.714 -6.815 -2.977 -0.048 -0.255 0.454
O 2.294 6.499 -6.329 -0.172 -0.035 0.196
O 7.874 -8.046 -6.444 -0.294 0.106 0.676
O 1.969 1.898 23.798 -0.188 0.127 0.043
O 5.22 -3.076 25.593 -0.016 0.495 0.15
O -0.826 -2.592 25.201 0.377 0.187 0.069
O 4.385 -4.02 -6.486 0.092 -0.116 -0.385
O 7.041 -3.863 -6.038 -0.186 -0.068 -0.243
O -0.288 1.931 -4.761 -0.001 0.265 0.453
O 6.1 -5.009 24.202 0.361 0.123 -0.191
O -4.859 -5.708 25.347 -0.588 -0.06 0.025
O -3.484 3.91 -1.127 -0.344 0.155 -0.093
O -5.226 4.158 -6.362 0.384 -0.125 -0.017
O -6.801 0.867 26.169 -0.507 -0.046 -0.622

Results
total energy: -101654.759 eV
total energy less fixed offsets of O -438.25, Si -107.07 eV per atom: -1.559 eV
